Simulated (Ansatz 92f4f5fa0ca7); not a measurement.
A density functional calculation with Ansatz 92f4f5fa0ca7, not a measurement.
Periodic cell of 351 atoms, Si241O110, from a study of silicon, its oxide and their interface. The atomic structure is a simulated model.
Doubt: the cutoff is far below the 930 eV that the study's wrapper takes by default for these files, so forces and energies are approximate.
This geometry differs little from another in the collection (a relaxation step or a small displacement).

Settings
functional: PBE
potential files: Ansatz PAW
basis: plane waves
wave-function cutoff: 580 eV
density cutoff ratio: 5
exchange-correlation grid ratio: 1
k mesh: 1 x 1 x 1, Gamma-centred
self-consistency stop: 5e-08 eV per atom in the density residual
occupations: fixed
spin: none
net charge: 0

Cell vectors (angstrom)
a 11.6015 0 0
b 0 13.3963 0
c 0 0 40.2601

Atoms: element, x, y, z (angstrom)
Si 0 2.2327 1.1851
Si 3.8672 2.2327 1.1851
Si 7.7343 2.2327 1.1851
Si 1.9336 5.5818 1.1851
Si 5.8008 5.5818 1.1851
Si 9.6679 5.5818 1.1851
Si 0 8.9308 1.1851
Si 3.8672 8.9308 1.1851
Si 7.7343 8.9308 1.1851
Si 1.9336 12.2799 1.1851
Si 5.8008 12.2799 1.1851
Si 9.6679 12.2799 1.1851
Si 1.9336 1.1164 1.9745
Si 5.8008 1.1164 1.9745
Si 9.6679 1.1164 1.9745
Si 0 4.4654 1.9745
Si 3.8672 4.4654 1.9745
Si 7.7343 4.4654 1.9745
Si 1.9336 7.8145 1.9745
Si 5.8008 7.8145 1.9745
Si 9.6679 7.8145 1.9745
Si 0 11.1635 1.9745
Si 3.8672 11.1635 1.9745
Si 7.7343 11.1635 1.9745
Si 1.9336 1.1164 4.3426
Si 5.8008 1.1164 4.3426
Si 9.6679 1.1164 4.3426
Si 0 4.4654 4.3426
Si 3.8672 4.4654 4.3426
Si 7.7343 4.4654 4.3426
Si 1.9336 7.8145 4.3426
Si 5.8008 7.8145 4.3426
Si 9.6679 7.8145 4.3426
Si 0 11.1635 4.3426
Si 3.8672 11.1635 4.3426
Si 7.7343 11.1635 4.3426
Si 0 0 35.9195
Si 3.8672 0 35.9195
Si 7.7343 0 35.9195
Si 1.9336 3.3491 35.9195
Si 5.8008 3.3491 35.9195
Si 9.6679 3.3491 35.9195
Si 0 6.6981 35.9195
Si 3.8672 6.6981 35.9195
Si 7.7343 6.6981 35.9195
Si 1.9336 10.0472 35.9195
Si 5.8008 10.0472 35.9195
Si 9.6679 10.0472 35.9195
Si 0 0 38.2877
Si 3.8672 0 38.2877
Si 7.7343 0 38.2877
Si 1.9336 3.3491 38.2877
Si 5.8008 3.3491 38.2877
Si 9.6679 3.3491 38.2877
Si 0 6.6981 38.2877
Si 3.8672 6.6981 38.2877
Si 7.7343 6.6981 38.2877
Si 1.9336 10.0472 38.2877
Si 5.8008 10.0472 38.2877
Si 9.6679 10.0472 38.2877
Si 0 2.2327 39.077
Si 3.8672 2.2327 39.077
Si 7.7343 2.2327 39.077
Si 1.9336 5.5818 39.077
Si 5.8008 5.5818 39.077
Si 9.6679 5.5818 39.077
Si 0 8.9308 39.077
Si 3.8672 8.9308 39.077
Si 7.7343 8.9308 39.077
Si 1.9336 12.2799 39.077
Si 5.8008 12.2799 39.077
Si 9.6679 12.2799 39.077
Si -4.9808 5.4216 27.0659
Si 9.0149 -5.5694 20.0562
Si 6.1735 -6.3227 19.967
Si -1.6069 0.7606 19.7629
Si 4.0657 2.634 29.3773
Si 9.7514 -1.1472 28.7261
Si -5.6182 4.0642 28.9488
Si 9.142 12.8289 22.2727
Si 5.922 6.0455 30.1602
Si 3.9007 8.7467 31.7738
Si 9.6832 5.5579 32.2606
Si 11.7092 7.2787 29.7201
Si 0.9457 -0.0128 29.3845
Si 0.1521 2.4125 29.5422
Si 5.0432 0.2665 20.2263
Si 2.0225 3.7554 28.915
Si 6.9148 9.1015 28.4457
Si 11.6316 8.7034 31.827
Si 5.1554 4.3625 25.6149
Si 4.8722 10.2905 15.3561
Si 8.0907 10.0421 22.1459
Si 2.0906 5.9476 29.8292
Si 3.9129 15.5757 31.8193
Si 10.0623 10.7861 24.2211
Si 0.036 2.2659 31.9168
Si 5.7544 -1.5839 29.6278
Si 7.761 2.1968 31.8662
Si 2.0034 5.5597 32.1379
Si 5.8227 5.543 32.3716
Si 9.7427 3.8131 28.8218
Si -1.8483 5.956 29.9783
Si 2.2365 4.3267 26.6774
Si 7.7685 8.6881 32.0645
Si 1.7913 12.3682 31.6429
Si 5.7783 12.1743 31.924
Si 9.5763 12.148 31.9031
Si 1.9444 1.0852 32.6936
Si 5.8254 1.0549 32.6633
Si 9.6948 1.052 32.6568
Si 0.0431 4.4319 32.8373
Si 3.8846 4.3341 32.8327
Si 7.7683 4.3535 32.8828
Si 1.9814 7.7968 32.8154
Si 5.7682 7.8092 32.9273
Si 9.7445 7.7883 32.9336
Si -0.0149 11.0677 32.5147
Si 3.7539 11.0997 32.4874
Si 7.689 11.0205 32.7165
Si 1.9424 1.1155 35.0897
Si 5.8031 1.1133 35.0731
Si 9.6691 1.1139 35.0673
Si 0.0074 4.4568 35.1777
Si 3.8637 4.4451 35.1734
Si 7.7398 4.4486 35.2048
Si 1.9393 7.8253 35.1583
Si 5.7918 7.8277 35.2317
Si 9.678 7.8221 35.2329
Si 0.0054 11.1402 35.0071
Si 3.8401 11.1466 34.9995
Si 7.729 11.1384 35.1044
Si -0.0053 0.0054 5.1301
Si 3.8593 -0.0014 5.1196
Si 7.7369 0.0042 5.1093
Si 1.9185 3.3514 5.1059
Si 5.8077 3.3657 5.1147
Si 9.6682 3.3452 5.1004
Si -0.0032 6.7175 5.0919
Si 3.8884 6.7144 5.1791
Si 7.7545 6.6874 5.1818
Si 1.9481 10.0452 5.1805
Si 5.7897 10.0327 5.1798
Si 9.6739 10.0686 5.0655
Si -0.0361 0.0351 7.497
Si 3.8307 0.0267 7.4753
Si 7.7107 0.0571 7.4584
Si 1.855 3.4224 7.4505
Si 5.8071 3.4514 7.4661
Si 9.6991 3.3325 7.4459
Si 0.0477 6.8237 7.4266
Si 4.0073 6.7804 7.5777
Si 7.9084 6.677 7.5847
Si 2.0131 10.0613 7.5884
Si 5.7818 10.0021 7.5814
Si 9.6987 10.1835 7.3905
Si -0.0211 2.2355 8.3654
Si 3.83 2.3239 8.0813
Si 7.7069 2.2947 8.2366
Si -2.2213 6.0111 11.9001
Si 11.3929 2.4708 10.7827
Si 11.0573 9.253 10.6022
Si -0.0213 9.0797 8.2749
Si 3.8733 8.9368 8.6371
Si 7.8633 8.9746 8.1635
Si 1.8769 12.327 8.3118
Si 5.6678 12.2936 10.5172
Si 7.61 15.7191 10.5929
Si -4.1246 7.5515 11.6434
Si -1.3557 -3.9075 17.7601
Si 2.4768 -1.41 16.1953
Si 1.9902 5.7041 8.1261
Si 5.9498 5.6346 8.4204
Si 13.1957 1.2313 17.5445
Si 4.8896 7.7148 13.7397
Si 6.0277 5.6978 10.8975
Si 4.2905 5.7189 18.0039
Si 3.6859 11.4556 11.4868
Si 2.6062 9.4599 21.3661
Si 9.4269 14.7058 11.6566
Si 7.6461 -2.179 11.382
Si 8.4911 1.957 13.8279
Si 9.6163 -1.0171 8.3485
Si 3.4547 9.027 11.254
Si 5.7929 -1.1094 8.1939
Si 11.3908 -1.9566 11.5861
Si 5.5807 14.5888 11.1449
Si 3.7719 4.7895 11.1764
Si 9.5162 12.514 10.7829
Si 0.9052 4.6322 14.8233
Si 3.7726 15.9009 10.3694
Si 13.3603 12.5133 10.683
O -10.4507 -6.4225 23.9755
O -3.0638 9.1348 20.8851
O 13.0181 4.9279 16.3327
O 14.0592 26.9672 16.6086
O 4.4535 -3.3584 25.9345
O -12.9388 -1.0693 15.8346
O 15.7743 -4.1342 21.6776
O 9.0913 23.1522 23.4084
O 6.9531 8.6217 12.9194
O 31.2413 3.505 13.4062
O -21.9938 11.7068 15.2122
O -7.2213 -12.0529 14.2959
O -4.8233 -12.6512 26.6892
O 14.9501 0.5826 23.0244
O 15.8463 -14.7381 29.0358
O 11.9572 4.2697 18.6218
O 2.0431 -0.1457 28.1719
O -1.6497 32.4642 22.9733
O -13.6926 1.8895 15.1345
O -7.7296 -15.2367 15.4977
O -1.2334 17.7768 20.7077
O 12.007 21.468 26.3137
O 15.5618 12.6547 26.4644
O 12.9778 -7.715 26.31
Si -4.8982 0.4825 17.6182
Si 7.538 0.6668 28.1418
Si 8.1316 2.2506 23.2323
Si 15.2518 13.1686 27.9986
Si 3.6073 5.0003 13.4678
Si -2.4762 5.2168 26.8984
Si -0.3575 -6.4277 13.1086
Si 19.3598 -10.7593 29.4757
Si -3.6039 -10.6325 19.0062
Si 11.143 1.8293 15.2734
Si -7.6523 0.6783 12.876
Si 4.0787 -6.0376 29.5497
Si 15.4177 -1.9632 25.3863
Si 9.4022 -1.049 17.2363
Si 6.8334 20.2905 15.1591
Si 5.7304 -11.6883 15.191
Si 1.346 -2.1999 23.6582
Si 36.7911 -11.992 11.4566
Si 13.0872 -19.6617 25.5569
Si 13.2478 5.8042 10.4091
Si 10.9603 18.2876 10.4518
Si 17.9384 1.5577 25.3581
Si 1.2232 7.8599 11.4847
Si 9.9262 32.2898 8.3117
Si -4.2486 -3.2405 13.4897
Si 16.3717 -0.2062 23.1769
Si -2.2502 10.4365 27.3242
Si 9.4673 -4.7823 14.8828
Si 1.7367 -6.6506 22.4774
Si 8.5036 9.1896 10.3845
Si 5.4011 -5.103 17.5029
Si 5.6546 4.1119 15.5507
Si -0.1662 -1.0171 14.6625
Si 1.7527 14.0117 22.6653
Si -13.0291 4.3799 23.9528
Si 3.9853 18.1498 22.8375
Si -6.1058 7.5346 27.4626
Si 10.9735 -5.578 27.555
Si 7.8356 7.5 29.9622
Si 1.9237 0.1441 19.6161
Si 24.6566 -2.7175 18.7984
Si -10.1302 16.6132 24.1081
Si 10.7015 16.9661 19.3471
Si 16.9932 8.5723 22.4867
Si 1.7435 4.2466 17.7703
Si 22.3201 19.1299 21.5288
Si -3.8012 17.6576 11.9039
Si -18.7531 -4.9681 25.5593
Si 5.9619 16.5623 21.0938
O 15.7065 7.2592 17.4271
O 0.1218 -25.249 16.7965
O 2.9377 7.8372 25.6614
O -1.5063 -0.1314 18.4072
O -5.7612 -4.9665 19.0825
O -26.926 12.8933 17.0599
O 26.9247 19.938 13.9869
O 6.8401 32.0343 15.338
O 10.6456 -5.0715 13.801
O 22.9778 -0.9919 28.7954
O -3.2975 14.1406 22.677
O 28.5547 -0.4849 21.6642
O 10.2515 7.091 20.7922
O 20.7034 13.591 28.0188
O 21.9131 9.2582 27.9266
O 7.2494 2.0324 17.7704
O 20.0096 20.7565 14.8925
O 12.5887 -0.6712 23.2731
O 16.6067 -5.2392 24.0256
O -9.4403 17.7643 13.8433
O -7.0285 -15.0074 23.9757
O -13.3476 20.0915 27.0644
O 54.1861 6.7735 19.8704
O 6.9225 -10.4684 22.3812
O -13.6507 -5.0794 18.6214
O 11.6694 0.5834 14.3418
O 1.5516 14.2124 21.065
O 6.1063 -13.4995 19.0326
O 21.1077 18.04 25.4038
O 39.6109 4.2218 21.5371
O -18.1507 18.291 24.0646
O 16.7535 1.8628 20.5484
O 5.2527 16.1233 25.6878
O 23.2088 -3.0545 23.9675
O 10.2973 -17.887 16.2501
O -13.979 12.048 30.2639
O -2.2864 -2.5702 17.8043
O 21.8024 13.2284 21.0856
O -3.7983 9.9009 27.3288
O -3.4266 11.6228 21.7278
O 15.8519 28.0477 28.3779
O 6.7667 12.8611 28.9212
O 16.9161 5.8567 19.2852
O -0.4928 -1.798 13.2664
O -16.617 9.664 22.5855
O -17.4481 -12.7381 24.135
O -3.8985 -11.1507 24.803
O -0.5293 1.9972 19.6626
O 11.7157 9.8583 18.37
O 18.188 -5.84 16.6667
O 23.2293 -10.1197 14.7328
O 13.6963 37.442 22.3311
O 35.9201 12.0984 19.5425
O 4.5706 21.5062 12.1233
O 17.814 10.7433 14.5204
O -17.6287 14.0699 16.4714
O 32.9221 10.8301 25.7912
O 20.1448 1.5134 19.9362
O -6.8218 4.1337 14.1677
O 3.8469 -0.9955 12.9186
O 0.7399 19.1416 21.6793
O 39.0586 9.0269 14.5384
O 9.2975 3.6118 18.4788
O 17.4528 20.6881 21.5613
O 11.7723 4.1715 24.0641
O 0.066 -7.4691 14.3137
O -22.1733 15.2264 23.4389
O 30.1548 3.6626 19.8797
O 21.4714 -1.102 23.6213
O 25.5852 -16.9932 19.7982
O 26.4684 19.5684 22.4784
O -8.7477 -8.2426 18.5433
O 5.156 -3.6145 16.8999
O -6.7907 -8.7563 16.8847
O 37.5741 -9.6354 23.2853
O 13.3352 -5.2593 21.6655
O 15.3807 -8.6035 26.3921
O 7.086 14.6512 14.341
O 25.4543 -15.6419 25.0127
O -21.3398 -10.3255 25.688
O 3.563 -0.1317 19.6723
O 13.9321 -2.3893 17.4834
O -2.9058 23.3788 14.4153
O -2.0824 -23.7104 23.2072
O 48.7192 2.7141 17.6094
O -17.0268 -3.1466 29.369

Results
free energy: -215751.571 eV
free energy less fixed offsets of O -568.88, Si -635.61 eV per atom: 7.239 eV

Forces (eV/angstrom), in the order of the atoms: element, x, y, z
Si -0.0004 -0.0528 -0.0079
Si -0.0006 -0.0689 0.0374
Si 0.0168 -0.0213 -0.0003
Si -0.0066 -0.0394 -0.0051
Si 0.0151 -0.0134 0.0076
Si 0.0096 -0.0276 -0.037
Si -0.0113 0.0145 0.0411
Si -0.0302 0.0119 0.0135
Si 0.0011 0.0099 -0.0039
Si -0.0121 0.0256 -0.0162
Si 0.0057 0.022 -0.0009
Si 0.0063 0.0695 0.0477
Si -0.0268 0.0007 0.0179
Si -0.0204 0.0302 0.0038
Si 0.0054 -0.0218 0.03
Si -0.0455 0.0578 -0.0053
Si -0.0315 0.0993 -0.0253
Si 0.0331 0.0373 -0.0071
Si 0.1095 0.0139 -0.0151
Si 0.0652 -0.0372 -0.0356
Si -0.0522 0.0085 -0.0184
Si 0.1306 0.0126 -0.0165
Si 0.0174 -0.033 -0.0253
Si -0.1193 -0.0111 -0.0226
Si -0.0775 -0.0065 -0.0881
Si -0.0421 0.0554 0.0548
Si 0.0449 -0.0057 -0.2456
Si -0.0683 0.069 -0.2175
Si -0.009 0.1579 0.1826
Si 0.0902 0.1368 -0.1268
Si 0.1909 0.1153 0.1381
Si 0.188 0.0047 0.1971
Si -0.1495 0.0118 -0.134
Si 0.3039 0.0877 -0.0099
Si 0.0263 -0.0959 0.0977
Si -0.2355 -0.0052 0.0245
Si -0.0061 -0.1784 -0.6627
Si 0.0374 -0.1808 -0.5966
Si 0.0187 -0.0698 -0.4431
Si 0.01 -0.22 0.2918
Si -0.0379 -0.2598 0.2131
Si 0.1255 -0.2512 0.213
Si 0.2012 -0.0752 0.2954
Si -0.132 -0.1187 0.2001
Si -0.0202 -0.0765 0.2014
Si -0.0428 0.1933 -0.2652
Si -0.2562 0.3167 -0.0303
Si 0.1648 0.2877 -0.0244
Si 0.0048 -0.0597 0.0385
Si 0.0267 -0.0876 0.0228
Si 0.0024 0.0025 0.0206
Si -0.0065 -0.0948 -0.0069
Si -0.009 -0.1166 -0.0038
Si 0.0591 -0.1253 -0.0036
Si 0.0966 -0.0411 -0.0014
Si -0.0622 -0.0806 0.0081
Si 0.0045 -0.0452 0.0128
Si -0.0339 0.1035 0.0137
Si -0.1166 0.1741 0.0086
Si 0.0654 0.1467 -0.0025
Si 0.001 0.0743 0.02
Si -0.0059 0.0825 -0.0111
Si -0.0099 0.0385 0.0048
Si -0.0053 0.0326 0.054
Si -0.008 0.0151 -0.0071
Si 0.0006 0.0295 -0.0077
Si 0.0055 -0.0172 -0.0178
Si 0.0405 -0.0077 -0.0465
Si -0.0044 -0.01 -0.0865
Si 0.0213 -0.0306 -0.0119
Si -0.0154 -0.0371 0.0235
Si -0.0065 -0.0728 -0.0001
Si 0.3635 -0.0961 0.106
Si -0.0472 0.0303 0.0828
Si 0.0744 0.1018 0.075
Si -0.1898 -0.0727 0.1299
Si -0.0003 -0.1588 -0.164
Si 0.1554 -0.2907 -0.1346
Si -0.0414 0.0382 0.0308
Si -0.0223 -0.0476 -0.0425
Si 0.1039 -0.0369 0.2579
Si 0.0418 -0.0987 -0.1067
Si -0.0219 -0.0317 -0.1794
Si 0.1416 -0.2129 -0.0032
Si 0.0909 0.0334 0.0077
Si 0.0044 0.1542 0.0772
Si 0.0391 0.0971 0.0901
Si 0.0618 -0.0057 -0.0058
Si -0.0365 -0.8329 0.149
Si 0.0685 -0.105 -0.1323
Si 0.2665 0.2796 0.0089
Si 0.0971 0.2066 0.3483
Si -0.013 -0.06 -0.1311
Si 0.0187 0.2629 0.1897
Si 0.0675 0.0075 -0.137
Si 0.1059 0.0565 -0.2872
Si -0.1661 0.0899 0.1306
Si 0.1304 -0.0171 0.6324
Si 0.041 0.0175 -0.0741
Si 0.0311 -0.0412 -0.1077
Si 0.0061 0.0241 0.0653
Si -0.1207 0.0143 -0.1026
Si -0.0855 0.0184 0.508
Si -0.0265 -0.0635 0.3363
Si 0.0371 -0.0115 0.035
Si -0.0312 0.1549 0.0487
Si -0.0409 -0.0167 0.1373
Si -0.1677 0.1092 0.0566
Si 0.0829 0.1022 -0.071
Si -0.008 -0.042 -0.0495
Si 0.0344 0.022 -0.045
Si -0.0174 0.0162 -0.02
Si -0.0337 0.1792 -0.0269
Si -0.0273 0.1171 -0.0198
Si 0.0227 -0.0609 -0.0801
Si 0.0706 -0.0464 0.1138
Si -0.126 -0.0645 0.0197
Si 0.0505 -0.1218 0.0603
Si 0.0039 -0.0589 -0.009
Si -0.0381 -0.1722 0.2038
Si 0.0051 0.0325 0.0795
Si 0.011 -0.0336 0.0594
Si 0.0037 -0.0723 0.096
Si 0.0055 0.0229 -0.0337
Si 0.0097 -0.0602 -0.0341
Si 0.011 -0.0736 -0.058
Si 0.0291 0.0806 0.0585
Si -0.0342 0.1263 -0.0023
Si 0.0926 0.0577 0.0153
Si -0.0426 -0.0204 0.0694
Si -0.082 -0.0512 0.0288
Si 0.0021 -0.0346 0.0082
Si -0.0526 0.0096 -0.007
Si -0.023 -0.015 -0.0011
Si 0.0066 0.0143 -0.0058
Si -0.0932 0.0242 -0.008
Si 0.0082 0.0671 -0.0338
Si -0.0002 -0.1094 -0.033
Si 0.0101 0.0546 0.001
Si 0.009 0.0003 -0.1038
Si 0.0541 -0.0437 -0.0311
Si -0.0244 -0.027 -0.0412
Si -0.0302 -0.0982 -0.0715
Si 0.0151 0.0653 0.0161
Si 0.0506 -0.0258 0.1095
Si -0.0143 -0.0322 0.0873
Si 0.0293 -0.0356 0.1377
Si 0.0637 -0.0189 0.014
Si 0.0013 -0.0765 0.0747
Si -0.0537 -0.0858 0.0646
Si 0.1367 0.0299 -0.0637
Si 0.0089 -0.0225 0.2954
Si 0.0145 -0.0392 0.0773
Si -0.1038 0.119 0.1564
Si 0.1284 0.0935 0.0775
Si 0.0676 0.0496 -0.0573
Si 0.0304 -0.0225 -0.0703
Si -0.0391 0.1788 0.0486
Si -0.0137 0.056 0.0188
Si 0.1749 0.1006 0.2614
Si -0.0901 -0.0226 0.0698
Si -0.1449 0.0647 -0.2698
Si -0.0871 0.0233 -0.0593
Si -0.1183 0.0737 -0.0457
Si -0.0822 -0.0541 -0.0186
Si 0.0094 -0.058 -0.0419
Si 0.3894 -0.1069 -0.4141
Si 0.0922 -0.2042 -0.0815
Si 0.3165 0.3069 -0.4399
Si -0.024 0.1075 0.2392
Si -0.0703 -0.181 0.1534
Si -0.0665 -0.0301 -0.0893
Si 0.1289 0.124 0.141
Si -0.1579 0.2121 -0.2131
Si -0.6621 -0.0311 0.2397
Si 0.1511 -0.1403 -0.2262
Si -0.0458 0.1728 0.2227
Si 0.0438 0.5329 0.38
Si -0.0471 -0.0223 -0.0361
Si 0.2426 -0.242 -0.0674
Si 0.0787 -0.0356 -0.0358
Si -0.1444 0.1884 -0.2755
Si -0.0012 -0.0026 0.0306
Si 0.1527 -0.1622 -0.0284
Si -0.0862 -0.068 0.0294
Si -0.1085 0.1824 0.294
Si -0.3402 0.0664 0.2431
Si -0.1279 -0.0236 0.0855
Si -0.1127 0.2296 -0.1521
Si -0.0963 0.2803 -0.0574
Si 0.0978 -0.0526 -0.1747
Si -0.2493 0.0164 -0.3069
O -0.0605 0.0242 0.1497
O 0.0396 0.0366 0.0269
O 0.0495 -0.0167 0.0413
O -0.0665 0.1509 0.0025
O -0.0059 0.1132 -0.0417
O 0.0226 0.0122 -0.0468
O -0.0038 0.0215 0.0191
O 0.0522 0.043 0.1959
O -0.0247 -0.2461 0.112
O -0.1706 -0.1557 0.0768
O -0.0017 0.0103 -0.012
O 0.1533 0.0944 0.6558
O -0.005 -0.0358 -0.0083
O -0.0165 0.0133 0.0479
O -0.1455 -0.0304 -0.1717
O 0.0114 -0.0161 -0.1041
O 0.099 0.0498 0.0061
O 0.0106 -0.0598 0.0236
O -0.1343 0.0333 0.0145
O 0.0417 0.0103 -0.1615
O -0.0367 -0.0553 -0.0037
O -0.1594 0.1411 -0.1053
O 0.0618 0.1532 0.1754
O -0.0512 -0.0038 -0.0504
Si 0.1333 -0.0505 0.2468
Si -0.3373 0.5683 0.2481
Si -0.1039 -0.0316 -0.0634
Si 0.0131 0.2063 -0.0942
Si -0.1783 -0.2213 -0.8316
Si -0.1356 -0.3642 0.0074
Si -0.1332 -0.2881 0.089
Si 0.1038 0.1343 0.0463
Si -0.0768 0.0017 0.2023
Si 0.1016 -0.0523 0.1904
Si 0.1212 -0.0026 -0.3763
Si -0.159 -0.1939 -0.037
Si -0.0669 -0.225 -0.2685
Si -0.0964 -0.0998 0.1982
Si 0.0979 -0.2183 0.5846
Si -0.0073 -0.1913 -0.0453
Si 0.0468 0.0795 -0.0901
Si 0.0176 0.0173 0.0573
Si 0.2825 0.0396 -0.1697
Si -0.0553 -0.0502 -0.1465
Si 0.0372 0.0636 -0.2618
Si 0.0103 0.1528 -0.1963
Si -0.2387 -0.2302 0.1148
Si 0.0536 -0.0758 -0.0094
Si 0.2832 0.5738 -0.3389
Si -0.0828 -0.0345 -0.1223
Si 0.1036 0.2274 0.1245
Si 0.2407 0.2026 0.0794
Si -0.0009 -0.009 -0.1459
Si 0.1227 0.3386 0.0163
Si -0.2705 0.1414 0.329
Si -0.0905 -0.2313 0.3407
Si -0.0381 -0.0971 -0.1302
Si 0.1113 -0.1285 0.0107
Si -0.1783 -0.0004 -0.013
Si -0.0236 -0.0477 -0.0497
Si -0.4463 0.118 0.0765
Si 0.2585 -0.2773 0.558
Si 0.1325 0.0136 -0.0888
Si 0.3303 -0.2598 0.4645
Si -0.0256 -0.0996 0.0714
Si 0.0602 0.0002 -0.0998
Si 0.0144 0.1338 0.0915
Si -0.0156 -0.0288 0.0475
Si -0.1146 -0.0353 0.1186
Si 0.053 0.1169 -0.0445
Si 0.0749 -0.2513 0.2445
Si 0.1864 -0.1331 0.138
Si 0.0382 -0.079 0.0115
O 0.1137 -0.065 -0.1083
O 0.0867 0.0229 -0.1346
O -0.298 -0.0275 -0.0734
O 0.0879 0.0443 -0.097
O 0.0034 -0.0639 -0.1526
O -0.0217 0.0311 -0.07
O 0.2038 0.3719 0.1236
O 0.1428 0.3304 -0.0316
O -0.0682 0.1707 0.0716
O -0.2682 0.0003 0.0949
O -0.0224 0.0275 0.0058
O -0.0205 0.0106 0.002
O 0.0362 -0.0586 0.0303
O 0.2915 -0.1101 -0.1057
O -0.3597 0.1579 -0.4173
O 0.0107 0.0799 -0.1211
O -0.188 -0.2022 0.0203
O 0.0266 -0.0091 -0.0118
O -0.0224 0.0679 -0.0394
O -0.0732 -0.0416 0.1156
O 0.0061 0.0132 0.0935
O -0.0627 0.109 -0.1464
O -0.0588 -0.0199 -0.0362
O -0.0006 0.0098 0.0233
O -0.0053 -0.0223 -0.1227
O 0.0441 0.0635 -0.1362
O 0.0046 -0.018 -0.1826
O 0.0193 -0.0408 -0.1231
O -0.0603 0.0778 0.0212
O -0.0506 0.0123 0.0152
O -0.0277 -0.0196 -0.0037
O -0.0241 0.0042 0.0044
O -0.0261 -0.1675 0.0265
O -0.0925 -0.0697 0.0801
O -0.0587 -0.0662 -0.1228
O 0.0537 0.1149 -0.0489
O -0.0185 0.0029 -0.1009
O 0.0101 0.0446 -0.0785
O 0.2193 0.1348 -0.3291
O 0.0228 0.0155 0.0415
O 0.0484 0.2856 0.1996
O 0.1003 -0.1028 -0.2413
O 0.0064 -0.0185 -0.0728
O 0.1627 -0.0328 -0.1632
O 0.0031 0.0415 0.0266
O 0.0484 0.0109 0.0881
O 0.0187 0.0089 0.0317
O 0.0334 -0.0264 -0.0062
O -0.0095 -0.0168 -0.0418
O 0.1618 -0.0926 -0.5293
O -0.0305 -0.1799 -0.0056
O -0.0005 0.0053 0.0849
O -0.0132 0.1613 -0.0522
O -0.3906 0.2201 -0.2127
O -0.1366 -0.1637 0.0308
O -0.0877 -0.0183 -0.1067
O -0.012 -0.0943 0.1657
O 0.0112 0.0081 -0.0622
O 0.0228 0.1212 0.1175
O -0.0588 -0.1845 -0.0349
O -0.0047 -0.0124 0.0272
O 0.0738 -0.2409 -0.1186
O -0.0058 -0.0383 -0.0416
O -0.0196 -0.012 0.0167
O 0.0217 0.0654 -0.0085
O 0.1977 -0.1889 0.131
O -0.0382 -0.0264 0.0109
O 0.0593 -0.029 -0.0868
O -0.0121 -0.0476 0.0772
O 0.0071 0.0353 -0.0547
O 0.0188 -0.0211 0.0299
O 0.0156 -0.0098 -0.1182
O 0.0492 -0.0145 -0.2097
O 0.1294 -0.0495 -0.1464
O -0.0953 0.0075 -0.0287
O -0.0125 -0.0419 0.0727
O 0.0032 -0.0543 0.0216
O 0.0729 -0.0349 -0.006
O -0.0026 0.0134 0.0652
O -0.0499 -0.0631 -0.0997
O -0.1961 0.0618 -0.0784
O 0.0681 0.0121 -0.1388
O -0.0346 -0.1558 0.0681
O 0.0343 -0.0014 0.0177
O 0.0421 -0.046 -0.0261
O -0.1523 0.0951 0.0127

The program warned: the cutoff lies below the one the program advises for these potential files; the forces do not sum to zero within the program's tolerance; the exchange-correlation potential is rough where the density is thin.
